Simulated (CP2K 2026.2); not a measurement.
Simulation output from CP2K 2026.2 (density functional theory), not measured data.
Periodic cell of 504 atoms, Si360O144, from a study of silicon, its oxide and their interface. The atomic structure is a simulated model.
Doubt: the forces sum to 0.38 eV/angstrom along one axis rather than to zero, so they err by at least 0.0008 eV/angstrom per atom on average; the grid cutoff is modest.

Settings: functional PBE; method Gaussian and plane waves; basis set DZVP-MOLOPT-SR-GTH; pseudopotentials GTH-PBE; grid cutoff 300 Ry, relative cutoff 40 Ry; k points Gamma only; occupations fixed; spin none; net charge 0.

Cell vectors (angstrom)
a 16.32 0 0
b 0 16.32 0
c 5.6999 4.976 33.8449

Atoms and the computed forces on them: element, x, y, z (angstrom), force x, y, z (eV/angstrom)
Si 1.557 -1.68 0.098 -0.037 0.172 0.709
Si 4.482 1.115 0.237 -0.157 -0.082 0.732
Si 1.201 4.388 0.036 0.07 -0.269 0.738
Si 3.767 7.137 0.067 0.279 -0.214 0.714
Si 1.557 -6.955 0.285 -0.176 0.122 0.783
Si 3.75 -3.905 0.014 0.217 -0.096 0.784
Si 6.569 -1.167 -0.058 0.184 -0.189 0.746
Si 9.225 1.576 -0.143 0.382 -0.344 0.626
Si 7.005 3.893 0.134 -0.232 0.213 0.667
Si 9.174 7.179 -0.009 0.178 -0.219 0.747
Si 6.99 9.449 0.104 -0.247 0.101 0.702
Si -6.67 -4.365 0.077 -0.035 0.211 0.743
Si -3.887 -1.651 0.109 -0.115 0.187 0.732
Si -1.623 1.586 -0.045 0.21 -0.145 0.732
Si -3.855 3.78 -0.004 -0.042 0.131 0.752
Si -0.984 6.627 0.023 -0.254 0.05 0.806
Si -4.441 -6.56 0.087 0.173 -0.032 0.741
Si -1.621 -3.803 0.192 0.08 -0.201 0.821
Si 2.763 -0.062 1.335 -0.024 0.031 -0.052
Si 5.548 2.704 1.533 0.001 -0.008 -0.045
Si 2.756 5.475 1.384 -0.006 0.005 -0.036
Si 5.407 8.23 1.352 0.004 -0.002 -0.042
Si 2.733 -5.396 1.515 -0.006 0.024 -0.045
Si 5.395 -2.736 1.261 -0.015 0.005 -0.052
Si 8.184 -0.042 1.246 -0.013 0.006 -0.055
Si -5.453 2.641 1.263 -0.012 0.015 -0.045
Si 8.147 5.527 1.332 -0.001 0.008 -0.046
Si -5.523 8.17 1.387 -0.021 -0.004 -0.07
Si 8.157 10.885 1.497 0.008 -0.021 -0.036
Si -5.462 -2.803 1.384 0.012 -0.003 -0.053
Si -2.747 0.017 1.315 -0.006 0.003 -0.035
Si 0 2.739 1.249 0.025 -0.016 -0.05
Si -2.693 5.456 1.207 0.022 -0.015 -0.075
Si 0.001 8.147 1.5 -0.003 -0.023 -0.063
Si -2.799 -5.446 1.37 0.014 -0.004 -0.064
Si -0.004 -2.725 1.488 0.005 -0.016 -0.048
Si 1.366 1.361 2.619 -0.008 -0.011 0.017
Si 4.089 4.081 2.737 -0.016 -0.003 0.005
Si 1.406 6.799 2.811 0.009 0.01 0.038
Si 4.132 9.57 2.802 0.001 -0.002 0.03
Si 1.319 -4.096 2.841 0.012 -0.003 0.025
Si 4.092 -1.399 2.734 0.034 -0.019 0.027
Si 6.93 1.314 2.776 0.007 -0.04 0.039
Si 9.559 4.105 2.625 -0.005 -0.019 0.018
Si 6.747 6.822 2.712 0.006 0.003 0.007
Si 9.495 9.5 2.825 0.019 0.004 0.038
Si 6.758 12.292 2.708 -0.022 0.005 0.012
Si -6.804 -1.372 2.664 -0.006 0.002 0.01
Si -4.125 1.327 2.695 0.015 0.012 0.02
Si -1.356 4.094 2.65 -0.014 0.038 0.023
Si -4.073 6.783 2.622 0.008 -0.005 0.009
Si -1.424 -6.798 2.735 0.009 0.028 0.017
Si -4.11 -4.111 2.792 -0.006 -0.013 0.037
Si -1.364 -1.29 2.737 -0.016 0.01 0.022
Si 0.018 0.051 4.063 0.002 0.014 0.003
Si 2.7 2.706 4.039 -0.013 -0.005 0.01
Si -0.005 5.415 4.082 -0.005 0.001 -0.017
Si 2.754 8.187 4.132 -0.01 -0.002 -0.004
Si -0.052 -5.47 4.131 0.013 -0.013 0.005
Si 2.724 -2.719 4.129 -0.002 0.005 -0.022
Si 5.474 -0.025 4.078 -0.007 0.022 -0.017
Si 8.246 2.744 4.07 0.004 -0.007 -0.008
Si 5.435 5.446 4.092 0.009 0.017 0.001
Si 8.116 8.138 4.119 -0.008 0.005 -0.004
Si 5.472 10.926 4.136 -0.011 -0.008 0.002
Si 8.142 -2.69 4.059 0.013 -0.002 -0.009
Si -5.455 -0.027 4.065 -0.006 0.005 0.008
Si -2.733 2.729 4.015 0.005 -0.007 -0.01
Si -5.412 5.432 4.022 -0.015 0.002 -0.001
Si -2.762 8.136 4.059 -0.01 -0.005 0.002
Si -5.455 -5.458 4.155 0.003 -0.005 0.002
Si -2.723 -2.7 4.079 -0.007 -0.013 -0.021
Si 1.361 -1.369 16.28 -0.01 -0.004 -0.008
Si 4.124 1.377 16.287 0.018 -0.005 -0.011
Si 1.36 4.106 16.298 0.008 -0.008 -0.009
Si 4.089 6.84 16.321 0.003 0.003 -0.013
Si 1.349 -6.816 16.37 -0.009 0.003 0.007
Si 4.08 -4.079 16.308 -0.003 -0.007 -0.005
Si 6.773 -1.37 16.281 -0.004 -0.003 -0.015
Si -6.79 1.408 16.286 -0.006 0.004 -0.005
Si 6.825 4.093 16.334 -0.002 0.01 -0.003
Si -6.793 6.79 16.34 0.003 -0.001 -0.003
Si 6.816 9.523 16.34 -0.007 0.01 0.005
Si -6.803 -4.1 16.329 -0.009 0 -0.008
Si -4.083 -1.375 16.302 -0.009 -0.011 -0.001
Si -1.381 1.352 16.277 -0.004 0.002 -0.009
Si -4.094 4.081 16.327 0.012 0 -0.002
Si -1.361 6.793 16.357 0.006 -0.004 -0.003
Si -4.09 9.497 16.352 -0.01 -0.005 -0.005
Si -1.372 -4.112 16.305 -0.006 0.009 -0.01
Si 2.799 -0.044 17.591 -0.006 -0.012 -0.013
Si 5.443 2.758 17.683 0 -0.011 0.03
Si 2.689 5.512 17.653 -0.011 0.006 -0.012
Si 5.473 8.159 17.705 -0.022 -0.005 0.021
Si 2.735 -5.43 17.682 0.022 0.007 0.014
Si 5.432 -2.727 17.68 0.01 0.013 0.01
Si 8.122 0.049 17.558 -0.017 0.009 -0.007
Si -5.452 2.743 17.713 -0.021 -0.002 0.017
Si 8.212 5.41 17.722 0 -0.009 -0.01
Si -5.457 8.142 17.725 0.006 -0.006 0.027
Si 8.164 10.879 17.722 0.004 -0.008 0.011
Si -5.415 -2.759 17.666 -0.001 0.013 0.024
Si -2.755 0.017 17.65 0.004 -0.012 -0.007
Si -0.001 2.705 17.601 0.007 0.012 0.01
Si -2.739 5.425 17.698 -0.002 -0.002 0.017
Si -0.008 -8.19 17.759 0.005 -0.012 -0.004
Si -2.718 -5.466 17.697 0.006 0.014 0.014
Si -0.038 -2.709 17.621 0.002 0.007 0
Si 1.433 1.331 18.848 -0.012 0.007 -0.029
Si 4.062 4.193 18.977 0.023 -0.004 -0.024
Si 1.364 6.781 19.146 -0.002 0.004 -0.012
Si 4.106 -6.793 19.054 -0.004 0.03 -0.024
Si 1.344 -4.025 18.968 0.016 0.011 -0.032
Si 4.104 -1.357 19.06 0.005 0.006 -0.011
Si 6.815 1.362 19.004 0.014 0.001 -0.039
Si -6.786 4.056 19.164 -0.01 0.015 -0.005
Si 6.873 6.792 19.05 -0.003 0.005 -0.023
Si -6.786 9.532 19.103 -0.004 0.014 -0.027
Si 6.78 -4.072 19.061 0.003 -0.013 -0.017
Si 9.492 -1.304 18.847 0.003 -0.015 -0.039
Si -4.096 1.369 19.046 0.024 -0.008 -0.012
Si -1.354 4.027 18.995 -0.013 0.009 -0.04
Si -4.135 6.741 19.093 0.006 -0.027 -0.02
Si -1.417 -6.853 19.097 -0.01 -0.007 0.003
Si -4.055 -4.118 19.08 -0.007 0.013 -0.002
Si -1.417 -1.362 18.978 0.013 0.012 -0.017
Si 0.087 -0.02 20.169 0.013 -0.013 0.037
Si 2.676 2.766 20.195 0.008 -0.008 0.041
Si -0.031 5.34 20.431 -0.002 0.006 0.044
Si 2.753 8.188 20.468 0.014 -0.002 0.075
Si -0.005 -5.419 20.296 0.013 0.003 0.043
Si 2.69 -2.682 20.392 -0.014 -0.023 0.054
Si 5.467 0.031 20.398 0.009 -0.007 0.056
Si 8.159 2.644 20.466 -0.006 -0.014 0.057
Si 5.476 5.471 20.385 -0.011 -0.004 0.036
Si 8.216 8.129 20.463 0.01 -0.013 0.029
Si 5.464 -5.442 20.468 -0.008 -0.012 0.032
Si 8.174 -2.603 20.24 0.011 0.018 0.056
Si -5.549 0.009 20.285 -0.025 0.005 0.04
Si -2.684 2.672 20.4 0 0 0.045
Si -5.419 5.377 20.585 0.015 0.009 0.045
Si -2.8 -8.227 20.476 0.013 -0.007 0.056
Si -5.394 -5.476 20.498 0.001 -0.016 0.035
Si -2.758 -2.676 20.43 -0.016 0.03 0.043
Si 1.073 -1.517 21.669 0.351 0.162 -0.694
Si 4.235 1.688 21.513 0.025 -0.176 -0.703
Si 1.071 3.658 21.664 -0.005 0.122 -0.694
Si 4.452 7.108 21.716 -0.193 -0.05 -0.799
Si 1.543 -6.491 21.665 -0.012 -0.224 -0.742
Si 3.772 -4.31 21.663 0.188 0.053 -0.792
Si 7.073 -1.108 21.693 -0.123 -0.095 -0.764
Si -7 1.056 21.814 0.053 0.267 -0.728
Si 6.534 3.815 21.676 0.16 0.108 -0.712
Si -6.61 6.969 21.897 -0.084 -0.192 -0.71
Si 6.691 -7.002 21.781 0.098 0.237 -0.718
Si 9.731 -3.743 21.529 0.003 -0.148 -0.773
Si -4.462 -1.513 21.633 0.287 0.022 -0.716
Si -1.077 1.399 21.538 -0.136 0.026 -0.625
Si -3.766 4.178 21.835 -0.257 -0.081 -0.742
Si -1.641 6.465 21.711 0.116 0.064 -0.77
Si -4.348 -7.13 21.901 0.075 0.183 -0.732
Si -1.098 -3.844 21.612 -0.284 -0.154 -0.691
Si 2.596 2.44 -1.684 0.004 0.09 0.013
Si -1.189 -7.361 26.352 -0.053 0.053 -0.085
Si -0.516 3.84 26.403 0.026 0.1 0.016
Si 5.491 0.361 -5.936 0.007 0.062 -0.028
Si -5.515 2.772 23.992 0.01 -0.099 -0.049
Si -7.865 4.936 23.913 -0.004 0.148 -0.174
Si -3.661 -5.993 24.769 0.029 -0.027 -0.044
Si 0.692 -3.457 -4.167 -0.128 0.053 0.113
Si -7.067 2.034 -3.138 -0.056 -0.086 0.12
Si 3.429 1.289 24.337 0.017 0.045 -0.117
Si 0.455 0.374 -1.824 -0.094 -0.13 -0.016
Si 5.799 1.117 25.959 0.113 -0.022 -0.064
Si -4.833 4.164 -2.905 -0.021 0.048 0.139
Si 1.159 -0.483 24.705 -0.071 -0.063 -0.085
Si 4.751 7.693 -2.665 -0.006 0.007 0.043
Si 2.516 3.323 -6.354 -0.023 0.116 0.039
Si 0.004 5.082 -5.881 -0.206 -0.035 -0.061
Si 0.508 7.948 -5.106 0.052 0.077 0.023
Si 4.283 2.351 -4.103 0.031 -0.037 0.035
Si -8.082 -2.712 -2.244 -0.044 -0.039 0.133
Si -1.19 -2.07 -5.749 -0.029 -0.143 0.117
Si -1.315 1.075 25.752 0.061 -0.106 -0.126
Si 5.588 -2.988 23.794 0.068 0.035 -0.209
Si 3.425 -7.277 26.342 -0.027 0.028 0.016
Si -0.043 -5.416 -1.954 -0.035 -0.048 0.159
Si 0.236 7.962 23.736 -0.024 0.076 -0.145
Si 7.124 6.821 -4.009 -0.005 0.042 0.044
Si -5.751 -7.791 -7.339 -0.073 0.155 -0.039
Si -2.649 4.481 -4.841 0.041 -0.059 -0.017
Si -4.464 5.804 -6.725 0.032 -0.167 -0.187
Si 5.343 -2.639 -6.704 0.017 -0.024 -0.128
Si -1.272 -8.103 -2.733 0.102 -0.003 0.12
Si 2.663 0.501 -6.953 0.111 -0.122 0.008
Si -4.175 -2.166 -5.261 0.02 -0.035 0.097
Si -4.782 -4.618 -3.766 -0.005 0.093 0.063
Si -7.792 1.286 -6.032 0.021 0.005 0.031
Si 0.009 -6.814 -7.363 0.125 -0.048 -0.06
Si 6.763 -4.439 -4.502 0.003 0.103 0.144
Si -5.208 -1.967 -2.571 0.003 -0.099 0.087
Si 2.011 4.053 24.593 0.006 -0.178 -0.109
Si -6.3 6.859 -3.033 -0.023 0.001 0.228
Si 4.739 7.192 -5.571 0.083 0.078 0.111
Si 2.997 6.676 24.353 -0.004 0.108 0.034
Si -2.114 -3.563 24.361 -0.043 0.086 -0.142
Si 1.008 -0.629 -4.587 0.064 -0.001 0.012
Si 2.745 -7.022 -6.355 -0.14 -0.052 0.022
Si -7.055 -5.627 -5.493 0.072 -0.108 -0.124
Si 5.169 -5.706 -2.147 0.073 -0.015 0.152
Si -6.563 -6.077 26.002 0.103 0.055 -0.07
Si -3.993 -7.412 -2.851 -0.128 -0.039 0.135
Si 6.703 3.964 -2.857 0.073 0.041 0.132
Si -2.629 -0.463 23.658 -0.033 0.021 -0.121
Si 7.901 -5.038 23.8 -0.041 -0.127 -0.127
Si 2.611 -4.035 -6.605 0.009 0.018 -0.104
Si 1.36 -1.328 5.439 -0.019 -0.004 0.009
Si 4.086 1.357 5.401 -0.005 0.003 0.003
Si 1.353 4.056 5.432 0.008 -0.002 0.004
Si 4.094 6.803 5.47 -0.003 0.008 0.014
Si 1.348 9.514 5.47 0.005 0.003 0.011
Si 4.08 12.248 5.487 0 0.002 0.006
Si 6.809 -1.361 5.464 -0.007 0.005 0.006
Si 9.556 1.365 5.442 0.001 0.008 0.016
Si 6.823 4.074 5.413 0.002 -0.013 0.013
Si -6.793 6.773 5.413 0.002 -0.013 0.01
Si 6.805 9.532 5.479 0.003 0.004 0.016
Si -6.827 12.258 5.444 -0.008 0.004 0.008
Si -4.091 -1.363 5.44 -0.006 0.007 0.01
Si -1.367 1.39 5.41 0.007 0 0.002
Si -4.071 4.079 5.407 0.011 -0.002 0.007
Si -1.372 6.792 5.419 0.003 0.01 0.009
Si -4.086 -6.829 5.466 0.004 0.003 0.01
Si -1.38 -4.065 5.457 -0.012 0 0.009
Si 2.73 0.017 6.795 0.002 0.004 -0.008
Si 5.444 2.721 6.769 0.002 -0.002 -0.001
Si 2.715 5.428 6.791 -0.008 0.005 0.005
Si 5.442 8.168 6.827 0.001 0.001 0.004
Si 2.709 10.882 6.823 -0.003 -0.004 0.003
Si 5.449 -2.714 6.829 -0.006 -0.008 0.006
Si 8.17 0.016 6.799 0.004 0.009 0.005
Si -5.411 2.722 6.796 0.005 -0.019 0.007
Si -8.148 5.427 6.79 0.004 -0.003 -0.004
Si -5.455 8.136 6.805 0.002 0.001 0.003
Si -8.156 10.891 6.825 -0.005 0.003 0.001
Si -5.453 -2.715 6.804 0.003 -0.002 -0.006
Si -2.717 0.011 6.776 -0.004 0.006 -0.002
Si -0.009 2.719 6.802 -0.012 0 0
Si -2.724 5.436 6.786 -0.002 -0.007 0
Si -0.014 8.142 6.802 0.005 -0.003 0.003
Si -2.728 -5.445 6.809 -0.001 -0.004 0
Si -0.001 -2.703 6.796 0.01 -0.003 0.001
Si 1.36 1.364 8.159 -0.002 -0.002 -0.005
Si 4.086 4.077 8.145 -0.003 -0.003 -0.012
Si 1.354 6.787 8.156 -0.004 -0.006 0.001
Si 4.072 9.52 8.179 -0.006 -0.007 0.001
Si 1.352 -4.066 8.166 0.006 0.003 0
Si 4.08 -1.346 8.165 -0.002 0.003 0.003
Si 6.797 1.368 8.149 0 -0.003 0.001
Si -6.79 4.072 8.153 -0.004 -0.005 -0.005
Si 6.816 6.796 8.158 0.008 0.013 -0.005
Si -6.796 9.517 8.166 -0.005 0.009 -0.003
Si 6.8 -4.08 8.185 0.002 -0.002 -0.001
Si -6.8 -1.349 8.165 0.001 -0.003 -0.004
Si -4.062 1.362 8.158 0.01 0.012 0.001
Si -1.363 4.085 8.157 0.01 -0.002 0.007
Si -4.082 6.788 8.158 -0.002 -0.004 -0.005
Si -1.361 -6.803 8.161 0.003 0.005 -0.003
Si -4.093 -4.084 8.16 -0.009 -0.008 0.002
Si -1.366 -1.35 8.151 -0.003 0.004 -0.005
Si -0.001 0.001 9.516 0.004 -0.009 -0.002
Si 2.723 2.727 9.515 -0.005 0.001 0.002
Si -0.002 5.438 9.522 0.002 0.003 -0.002
Si 2.711 8.15 9.521 -0.006 0.002 -0.002
Si -0.003 -5.44 9.519 0.004 -0.003 0.001
Si 2.72 -2.711 9.521 0.003 0.006 -0.002
Si 5.443 0.01 9.521 -0.004 0.005 -0.006
Si -8.159 2.722 9.511 -0.002 -0.002 -0.003
Si 5.443 5.44 9.51 -0.003 -0.002 -0.002
Si -8.157 8.16 9.524 0.004 0.003 0.002
Si 5.437 -5.442 9.535 0.003 0.004 0
Si -8.156 -2.715 9.529 -0.005 -0.004 -0.004
Si -5.429 0.004 9.516 -0.003 0.007 -0.005
Si -2.713 2.723 9.522 0.005 -0.006 -0.002
Si -5.44 5.434 9.52 -0.003 -0.003 0.001
Si -2.724 8.157 9.517 -0.003 0.003 0
Si -5.439 -5.444 9.529 0.005 -0.003 0.003
Si -2.724 -2.72 9.511 0.001 0 -0.005
Si 1.354 -1.36 10.879 -0.002 -0.001 -0.004
Si 4.081 1.37 10.878 0.001 -0.004 0.001
Si 1.364 4.085 10.882 -0.007 0.002 0.004
Si 4.081 6.797 10.878 -0.001 0.006 0.003
Si 1.356 9.517 10.878 0.005 0 0.001
Si 4.078 -4.075 10.882 -0.009 0.002 -0.002
Si 6.8 -1.355 10.88 0 0.003 0
Si -6.796 1.362 10.869 -0.004 -0.007 -0.001
Si -9.516 4.086 10.872 0.005 -0.005 -0.004
Si -6.794 6.803 10.879 0 0.007 -0.004
Si -9.521 9.514 10.888 -0.007 -0.001 -0.003
Si -6.8 -4.083 10.886 0 0.001 -0.005
Si -4.08 -1.364 10.879 -0.002 -0.002 -0.003
Si -1.355 1.363 10.881 0.007 0.007 0
Si -4.079 4.079 10.879 0.003 -0.004 0.001
Si -1.361 6.801 10.878 0.008 -0.007 -0.003
Si -4.078 9.515 10.885 -0.003 0.004 0.003
Si -1.369 -4.085 10.875 0.002 0.002 0.003
Si 2.714 0.008 12.229 -0.006 -0.006 -0.003
Si 5.445 2.73 12.235 -0.006 -0.002 0.001
Si 2.723 5.446 12.247 0.002 -0.005 0
Si 5.436 8.158 12.247 -0.002 -0.003 0.005
Si 2.721 10.876 12.234 0.004 0.005 -0.001
Si 5.442 -2.719 12.24 0 0 -0.002
Si 8.17 0.001 12.23 0.001 0.005 -0.005
Si -5.443 2.722 12.234 -0.007 -0.003 0.003
Si -8.163 5.453 12.233 0.005 0.002 0.002
Si -5.435 8.155 12.247 0.003 -0.001 0.003
Si -8.156 10.871 12.245 -0.005 0.001 -0.001
Si -5.44 -2.724 12.245 -0.003 -0.003 0.004
Si -2.717 -0.003 12.234 0.005 -0.002 0.003
Si 0 2.729 12.24 0.01 -0.009 0.003
Si -2.723 5.444 12.237 0.001 0.007 0.002
Si -0.003 8.16 12.24 -0.005 0.008 -0.003
Si -2.721 -5.446 12.247 0.001 -0.001 0
Si -0.002 -2.733 12.234 0.003 0.002 -0.003
Si 1.364 1.373 13.595 -0.008 0.005 0.003
Si 4.094 4.092 13.604 0.01 -0.013 0.007
Si 1.36 6.81 13.605 -0.004 0.005 0.004
Si 4.08 9.528 13.605 -0.013 0.015 0
Si 1.352 -4.103 13.595 0.008 -0.005 -0.004
Si 4.068 -1.358 13.582 -0.003 0.012 0.003
Si 6.817 1.369 13.58 0.003 -0.013 -0.002
Si -6.795 4.101 13.584 -0.008 0.003 -0.001
Si 6.799 6.803 13.608 -0.005 0.007 0.003
Si -6.8 9.505 13.609 0.005 -0.002 -0.001
Si 6.804 -4.086 13.597 -0.002 0.002 0.003
Si 9.517 -1.361 13.6 -0.009 0 -0.001
Si -4.085 1.356 13.587 0 -0.001 0.005
Si -1.368 4.087 13.598 0.001 0.004 -0.004
Si -4.07 6.803 13.61 0 -0.01 0.002
Si -1.363 9.509 13.609 0.008 -0.004 0.007
Si -4.09 -4.095 13.606 -0.002 0.009 0.002
Si -1.359 -1.372 13.588 0.01 -0.009 0.002
Si 0 0 14.934 0.007 0 -0.002
Si 2.73 2.733 14.955 -0.004 0.001 0
Si -0.013 5.455 14.955 0.001 -0.006 0.002
Si 2.714 8.181 14.968 0.013 0.001 0.004
Si 0.004 -5.468 14.971 0 0.006 -0.002
Si 2.716 -2.736 14.934 -0.007 0.006 -0.004
Si 5.446 0.005 14.915 0.003 0.002 0.003
Si 8.164 2.751 14.935 0.009 0 0.002
Si 5.447 5.451 14.981 0.001 -0.004 -0.005
Si 8.162 8.15 14.978 -0.006 -0.005 0
Si 5.453 10.878 14.967 0.001 -0.002 -0.004
Si 8.164 -2.733 14.959 -0.005 0.005 0.002
Si -5.443 0.002 14.954 0.002 -0.001 0.001
Si -2.741 2.726 14.946 -0.002 -0.006 -0.004
Si -5.437 5.447 14.961 -0.006 0.003 -0.001
Si -2.716 8.155 14.986 0.004 0.004 -0.001
Si -5.443 -5.463 14.975 0 -0.001 0.002
Si -2.721 -2.733 14.948 0.01 -0.006 0
O 4.129 7.148 -4.061 -0.595 -0.401 -0.011
O -2.694 5.339 22.297 0.18 0.351 0.37
O -4.232 3.346 23.171 0.178 -0.346 0.506
O 5.326 2.78 22.091 0.127 0.172 0.544
O -2.698 -2.688 -0.324 0.159 0.091 -0.643
O -7.508 -4.273 22.736 0.085 0.103 0.351
O -0.013 2.505 22.155 0.065 0.083 0.281
O 1.29 -0.883 23.147 0.06 0.314 0.107
O 6.447 -6.061 -1.21 0.143 0.246 -0.043
O -7.49 -5.119 25.106 0.235 0.562 0
O 3.557 7.906 25.226 0.273 0.03 -0.024
O 7.72 -5.658 -5.004 -0.269 -0.45 0.005
O 7.147 -1.8 -1.455 -0.174 0.05 -0.349
O -3.616 -6.586 23.254 0.443 0.216 0.127
O -2.667 3.391 -6.061 0.076 -0.883 0.25
O -3.863 -7.31 -1.236 0.45 -0.41 -0.083
O 8.132 2.773 -0.213 0.008 0.151 0.192
O -6.2 1.549 23.16 0.19 -0.259 0.336
O -7.517 -3.829 -1.21 -0.319 -0.155 -0.116
O 8.09 -7.977 -0.38 0.068 0.121 -0.153
O 7.221 4.373 23.041 -0.041 0.161 0.044
O -4.891 -3.574 -2.519 0.326 -0.104 0.34
O -5.354 8.149 -3.253 -0.15 -0.024 -0.284
O -7.401 2.786 -6.523 -0.152 0.079 0.345
O 4.323 -3.547 22.982 -0.222 0.302 0.447
O -1.541 -4.388 23.086 -0.111 -0.73 0.432
O 1.015 -6.175 -1.025 0.178 0.1 -0.161
O 3.281 1.164 22.734 -0.285 -0.193 0.203
O 3.973 2.137 -0.921 0.295 0.354 -0.056
O 8.002 3.036 -3.009 0.039 -0.081 0.141
O 2.62 -2.804 -0.452 0.257 0.221 -0.384
O -0.398 -0.714 -5.384 -0.202 0.558 -0.4
O 0.691 -7.022 22.949 -0.279 0.142 0.11
O 4.285 6.749 -1.438 0.158 -0.247 -0.338
O 7.313 -2.176 26.313 0.228 -0.265 -0.463
O 1.986 3.888 -1.321 0.027 0.277 -0.515
O -1.503 2.682 25.827 -0.529 0.257 -0.292
O 0.69 6.54 -5.87 0.383 0.055 -0.265
O -5.578 5.484 -3.468 0.059 -0.058 -0.24
O 7.424 1.196 25.885 0.415 -0.048 -0.299
O -7.335 1.13 -4.468 0.036 -0.355 0.089
O -4.154 -3.767 -4.995 0.237 -0.337 -0.403
O 7.898 5 25.427 -0.285 -0.053 0.248
O 5.737 -1.232 -6.006 0.249 -0.122 0.296
O -0.943 -4.363 -1.159 0.196 0.398 -0.508
O -6.501 -7.019 -6.118 -0.001 -0.27 0.182
O 6.49 4.432 -1.32 -0.384 0.338 -0.256
O 0.739 0.443 -3.408 0.013 0.424 -0.236
O -5.901 5.018 -6.706 -0.365 0.021 0.594
O 2.616 0.109 25.091 0.137 -0.23 0.458
O 2.198 -0.383 -5.665 0.474 -0.253 -0.17
O 6.184 -3.741 -5.856 0.003 -0.44 -0.384
O 0.776 -1.748 25.621 0.322 -0.367 0.256
O 1.519 1.374 -1.144 0.083 -0.056 0.206
O -1.65 0.345 22.654 0.403 -0.279 0.098
O -0.831 4.805 -7.265 0.182 0.245 -0.489
O 6.578 -4.202 24.139 -0.108 -0.196 0.328
O 4.909 0.906 -4.516 0.047 -0.472 0.434
O -2.729 2.697 -0.52 0.061 0.164 -0.604
O -6.642 6.658 -1.463 -0.025 -0.212 -0.033
O 3.801 3.183 -5.386 0.361 0.455 -0.474
O -4.668 4.324 -1.306 -0.271 0.479 -0.067
O -1.023 0.889 -1.409 -0.318 -0.173 -0.497
O -0.859 -3.186 -4.599 -0.563 -0.573 0.199
O 2.927 2.217 -3.234 -0.493 0.035 -0.417
O 3.762 -2.926 -6.505 -0.165 0.191 0.175
O -2.206 -1.997 23.962 0.034 -0.023 0.084
O -6.877 1.195 -1.738 -0.042 -0.398 -0.142
O -6.603 3.951 23.964 0.128 0.146 0.027
O -7.617 7.123 -3.946 0.025 0.27 -0.594
O 0.542 4.203 25.243 -0.202 0.081 0.039
O 4.304 5.873 -6.37 -0.234 -0.326 0.291
O -8.133 -0.046 22.278 0.11 -0.22 0.605
O 0.789 -4.576 -3.039 0.388 -0.109 -0.114
O 6.914 1.095 -6.21 0.055 0.005 -0.453
O 0.037 0.671 24.939 -0.047 0.357 -0.495
O -2.734 8.056 -3.401 -0.148 -0.469 -0.648
O -5.122 -6.354 25.345 -0.145 -0.171 0.14
O 6.382 -1.854 22.962 0.034 0.045 0.197
O 1.907 1.894 -6.723 -0.598 0.029 -0.083
O 1.832 4.2 22.99 0.258 0.303 0.122
O -2.479 -6.629 25.684 -0.01 -0.119 0.351
O 0.727 -1.082 -1.18 -0.602 -0.189 -0.206
O 5.599 -5.077 -3.572 -0.344 0.056 -0.375
O -5.061 2.37 25.511 0.441 -0.041 0.04
O 4.989 -2.363 25.149 -0.71 -0.049 0.236
O -5.376 -1.782 -6.236 -0.254 -0.249 0.214
O -5.509 8.109 22.364 0.138 -0.106 0.571
O -4.723 7.389 -6.857 0.511 0.295 0.18
O 6.889 5.237 -3.818 -0.034 -0.107 -0.063
O 5.393 3.169 -3.31 -0.064 -0.084 0.022
O -7.345 6.329 23.228 -0.059 0.059 0.144
O 6.372 7.613 -2.806 0.333 0.266 0.392
O -5.576 -5.485 -0.424 -0.145 -0.132 -0.513
O 2.576 -8.111 -0.239 0.023 0.004 -0.653
O 3.958 6.42 23.093 0.283 -0.651 0.282
O 2.23 -6.209 25.985 -0.223 -0.002 -0.498
O -3.9 -5.911 -3.431 0.269 0.02 -0.162
O -1.088 4.921 -4.669 0.34 0.176 0.374
O -7.045 0.156 -6.935 -0.309 0.023 -0.417
O 4.255 -4.635 -1.354 -0.229 0.008 -0.38
O 1.555 -3.97 -5.408 -0.342 -0.238 -0.179
O -3.328 3.966 -3.486 0.368 -0.343 0.2
O -1.328 7.441 -1.33 -0.073 -0.095 -0.317
O -0.079 7.643 -3.645 0.358 -0.536 0.392
O -6.9 -4.465 -6.597 -0.008 0.205 0.227
O 0.015 -2.713 21.953 -0.011 -0.039 0.13
O -3.475 -4.368 24.74 -0.264 0.48 0.081
O 7.568 -3.374 -3.562 0.023 0.265 -0.167
O 5.033 1.142 24.543 0.417 0.259 -0.289
O -0.534 -7.519 -6.013 -0.741 0.17 0.05
O 1.902 -7.519 -5.036 0.056 -0.08 0.47
O -0.962 7.192 22.992 0.033 0.027 0.513
O -3.593 5.694 -5.361 -0.151 0.49 0.387
O -1.142 -3.617 25.632 0.097 -0.3 0.219
O 4.289 0.657 -7.003 0.156 0.237 -0.539
O -0.271 -5.249 -7.158 -0.475 0.095 0.637
O 4.346 -7.078 -2.406 -0.588 0.083 -0.201
O -6.817 -1.795 -2.687 -0.09 0.636 -0.44
O -5.492 -2.683 22.141 -0.035 -0.062 0.369
O -2.606 0.391 25.029 -0.383 0.28 0.124
O 3.277 -5.499 -6.463 0.425 0.034 -0.103
O -5.702 2.878 -3.331 0.072 -0.305 -0.465
O -6.235 -5.174 -4.182 -0.306 0.156 0.497
O 5.502 0.024 -0.458 -0.002 0.042 -0.36
O 2.661 -5.405 22.179 -0.066 -0.176 0.629
O 0.098 5.49 -0.442 0.095 -0.318 -0.55
O -1.024 -6.516 -2.582 -0.347 0.199 -0.346
O -7.47 -7.398 26.147 -0.074 -0.245 -0.12
O 1.516 7 23.811 -0.129 -0.224 -0.121
O 6.368 7.265 -5.395 0.12 0.273 -0.661
O 1.271 4.107 -5.709 0.069 -0.123 0.395
O -0.275 -8.008 25.203 -0.002 0 -0.018
O 2.783 2.669 24.885 -0.051 0.031 0.637
O 2.919 5.277 25.154 0.267 -0.109 0.608
O 5.548 -8.092 22.205 0.043 0.315 0.325
O 7.419 -6.448 23.146 0.195 -0.35 0.338
O -4.641 -1.197 -1.271 -0.429 0.716 -0.085
O -2.754 -1.753 -5.886 -0.033 0.233 -0.193
O 4.105 -7.892 -6.409 0.17 0.025 -0.378
O -4.451 -1.38 -3.869 -0.007 0.465 -0.198
O 1.329 -2.016 -3.803 0.718 0.132 0.623
O -0.547 -2.61 -7.115 -0.219 0.538 -0.414
O -4.069 -0.609 22.95 -0.361 0.287 0.194

Results
total energy: -101656.189 eV
total energy less fixed offsets of O -438.25, Si -107.07 eV per atom: -2.989 eV
